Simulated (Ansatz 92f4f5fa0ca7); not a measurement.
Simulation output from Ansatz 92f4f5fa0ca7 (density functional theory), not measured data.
Periodic cell of 300 atoms, Si148O120H32, with a vacuum gap, from a study of silicon, its oxide and their interface. The atomic structure is a simulated model.

Settings
functional: r2SCAN
potential files: Ansatz PAW
basis: plane waves
wave-function cutoff: 800 eV
density cutoff ratio: 5
exchange-correlation grid ratio: 1
k mesh: 1 x 1 x 1, shifted by 0.5 0.5 0 of a step
self-consistency stop: 1e-11 eV per atom in the density residual
occupations: fixed
spin: none
net charge: 0
applied field: sawtooth along c, amplitude +0.015 V/angstrom in the program's sign convention, ramp centred at 0.9900 of c and 0.0199 of c wide, no dipole correction

Cell vectors (angstrom)
a  10.88  0  0
b  0  10.88  0
c  0  0  50.127

Atoms: element, x, y, z (angstrom)
Si  0.1133  0.2194  36.3754
Si  3.0252  2.5775  36.4562
Si  -0.3701  5.7831  36.3752
Si  3.1526  7.6708  36.402
Si  5.1306  0.2379  36.4452
Si  7.5416  3.282  36.4353
Si  5.4271  5.5294  36.8274
Si  8.3022  8.018  36.5552
Si  1.3827  1.5132  37.7927
Si  4.0352  4.0825  37.9498
Si  1.3537  6.7738  37.6798
Si  4.0404  9.4732  37.7079
Si  6.6813  1.4747  37.7305
Si  9.3709  4.1819  37.677
Si  6.8403  6.9126  38.0028
Si  9.566  9.6568  37.6561
Si  -0.0937  2.8272  39.0588
Si  2.6827  0.0005  39.0897
Si  0.0327  8.2358  39.0362
Si  2.5993  5.4447  39.1757
Si  5.395  2.7125  39.2523
Si  8.1357  0.0965  39.0225
Si  5.3992  8.2675  39.203
Si  8.1697  5.4722  39.2386
Si  1.2556  4.1081  40.5148
Si  4.0264  1.3284  40.5206
Si  1.3349  9.55  40.4706
Si  4.0188  6.8355  40.4778
Si  6.784  4.0941  40.5465
Si  9.4805  1.417  40.4305
Si  6.8004  9.6228  40.4712
Si  9.56  6.8729  40.4695
Si  -0.0458  0.0311  41.7957
Si  2.6484  2.7215  41.8315
Si  -0.0333  5.4965  41.8769
Si  2.6838  8.1913  41.8524
Si  5.4279  0.0249  41.8732
Si  8.1456  2.7317  41.8703
Si  5.3902  5.4701  41.8339
Si  8.148  8.2086  41.8018
Si  1.3136  1.3536  43.189
Si  4.0367  4.0923  43.1764
Si  1.3375  6.8295  43.2234
Si  4.0671  9.5295  43.2084
Si  6.7817  1.3711  43.226
Si  9.5017  4.1036  43.215
Si  6.7806  6.8251  43.1618
Si  9.4929  9.5486  43.1766
Si  -0.0322  2.7031  6.9342
Si  2.6972  0.0154  6.9326
Si  -0.0356  8.1943  6.9323
Si  2.6874  5.441  6.9316
Si  5.3984  2.7301  6.9202
Si  8.1397  -0.009  6.9447
Si  5.4248  8.155  6.9227
Si  8.1232  5.4566  6.9217
Si  1.3579  4.0319  8.2733
Si  4.046  1.3838  8.3037
Si  1.3371  9.5398  8.2897
Si  4.0557  6.802  8.2723
Si  6.7923  4.0489  8.2625
Si  9.5006  1.3363  8.3092
Si  6.78  9.501  8.2902
Si  9.4876  6.8161  8.2781
Si  0.0101  0.0135  9.6841
Si  2.6929  2.713  9.7205
Si  -0.0266  5.3884  9.5592
Si  2.6978  8.1783  9.634
Si  5.4248  0.0055  9.6169
Si  8.1254  2.6718  9.6639
Si  5.4015  5.3822  9.5647
Si  8.1329  8.1551  9.6724
Si  1.334  1.3643  11.1251
Si  4.1194  4.0716  11.0264
Si  1.3677  6.6944  10.884
Si  4.0384  9.5973  10.983
Si  6.7695  1.2977  11.0463
Si  9.5358  4.0331  10.9538
Si  6.7309  6.7036  10.9071
Si  9.5403  9.5153  11.0165
Si  -0.0153  2.798  12.4753
Si  2.7364  0.0295  12.508
Si  0.0063  7.9893  12.2208
Si  2.7535  5.462  12.3377
Si  5.4048  2.6571  12.4304
Si  8.1918  -0.0045  12.4316
Si  5.3552  8.1013  12.1803
Si  8.0825  5.308  12.2366
Si  1.6097  4.0041  13.7504
Si  3.8071  1.7021  13.9127
Si  1.5103  9.1831  13.5098
Si  3.8201  7.1014  13.6582
Si  6.9958  3.8093  13.6924
Si  9.2858  1.6681  13.8061
Si  7.0201  9.0784  13.4116
Si  9.2759  6.8068  13.4984
Si  -6.8047  -3.1845  20.2144
Si  0.094  5.7569  15.9095
Si  3.041  11.2697  24.5051
Si  10.2079  -0.4708  15.5575
Si  9.5236  2.0686  22.3017
Si  5.3362  12.0957  16.7275
Si  7.1805  -0.9692  16.051
Si  5.733  5.7772  15.8166
Si  6.121  4.3211  25.4636
Si  5.7861  5.5916  18.8036
Si  3.3593  7.0111  22.9348
Si  -2.4572  8.3756  24.1265
Si  -0.2548  -2.6663  17.3872
Si  -3.3167  7.4603  17.4202
Si  7.0103  3.097  18.3414
Si  9.8286  4.1722  18.443
Si  14.8428  -0.4622  19.1172
Si  10.8319  4.6598  21.4342
Si  9.222  1.6183  19.4459
Si  -7.7227  1.1691  21.5299
Si  2.7618  -6.8684  22.4248
Si  -4.2493  6.6753  29.4508
Si  0.7563  1.9337  30.634
Si  8.4837  10.5238  25.8881
Si  -0.0372  -4.8173  26.3486
Si  -2.8765  2.3336  24.8732
Si  3.5826  -0.6345  29.9695
Si  -0.2437  2.4854  28.1235
Si  7.4521  8.0775  26.8078
Si  9.2622  14.0243  31.9914
Si  -1.9741  1.445  34.427
Si  -2.2479  4.1734  26.8751
Si  1.5135  8.8588  19.6671
Si  11.0528  -3.7515  23.3554
Si  11.2505  0.2185  20.9605
Si  12.7035  15.0895  27.3034
Si  11.986  10.077  31.627
Si  3.3882  3.1481  25.237
Si  5.0031  -5.0701  32.7071
Si  -3.7377  7.8181  32.403
Si  2.215  -3.9086  27.989
Si  -7.8701  -1.1648  27.0344
Si  6.9719  -1.0433  34.3947
Si  6.4477  3.9453  30.8033
Si  5.896  7.1757  24.5661
Si  -7.0613  2.2426  31.0284
Si  0.5778  0.3334  26.1747
Si  1.453  9.1486  34.3907
Si  3.9622  7.3968  30.2387
Si  0.1658  5.1075  33.3246
Si  13.8188  -7.0581  33.5586
Si  10.3033  7.9134  32.7165
O  -0.657  1.2439  35.3474
O  1.2471  -0.6016  35.5208
O  -3.4503  -2.3066  35.296
O  2.6085  3.2456  35.0292
O  3.9631  5.0869  33.7163
O  -5.242  -0.3864  35.015
O  2.5669  8.1107  34.9297
O  -0.0253  8.506  34.1374
O  8.7195  -3.2588  32.7524
O  -0.1364  -12.7445  31.5882
O  11.0853  6.5115  32.5124
O  8.012  2.6581  35.0039
O  6.4381  4.4572  36.0229
O  4.364  6.5871  36.0839
O  11.0892  5.2931  34.9332
O  9.3483  6.8836  36.0135
O  1.1677  4.8652  15.0855
O  2.6602  2.8359  14.2419
O  -1.1342  -4.8162  14.889
O  4.4281  1.3397  15.3915
O  2.6606  8.1761  14.1519
O  0.4485  9.8218  14.5733
O  6.0287  7.8444  26.0526
O  -7.3736  5.4506  22.4823
O  4.1291  0.5063  20.4147
O  6.255  4.4954  14.9813
O  6.2522  -1.4771  14.8303
O  8.1261  2.7457  14.2668
O  8.14  7.9397  13.7728
O  10.2225  13.4841  18.6249
O  15.6023  6.2904  19.7807
O  7.0312  6.6453  18.7049
O  -2.6187  -6.7817  17.9446
O  -0.378  -10.1082  22.2814
O  -3.8626  6.7307  16.0797
O  4.5498  6.5074  14.996
O  -1.7178  7.5394  17.4285
O  -5.0523  13.5256  17.3177
O  10.6714  -1.0839  16.9845
O  8.7508  2.145  20.8953
O  7.7535  1.6801  18.7272
O  11.4954  7.229  16.4115
O  6.7477  11.407  16.366
O  3.5726  2.7166  21.8415
O  8.5151  1.773  23.4852
O  4.5438  0.3042  17.8206
O  10.0343  1.1061  15.1892
O  7.0276  8.9934  17.3697
O  14.067  0.2387  22.8878
O  10.1622  0.3183  19.7234
O  8.6889  9.8583  15.4695
O  12.5544  1.1784  20.8537
O  14.8158  1.6871  24.8729
O  10.6032  4.9199  17.2521
O  -3.1265  9.658  27.0627
O  -3.873  4.375  26.8494
O  -0.2046  -4.8167  22.2068
O  2.4825  -3.2759  19.9254
O  -1.0864  8.1991  23.2591
O  0.891  9.5634  21.0027
O  6.557  2.9968  24.6495
O  -4.4728  5.6431  24.612
O  1.7878  -3.42  23.1669
O  5.1772  5.407  17.2979
O  2.39  -0.8753  18.8869
O  3.8069  -0.5919  28.3487
O  0.2875  8.2135  18.8825
O  6.9976  7.4879  30.8195
O  15.0009  7.903  21.8109
O  -4.6706  4.1165  19.3586
O  1.4478  0.5777  24.8189
O  0.8712  -6.132  26.1239
O  -1.4625  -5.3042  26.9408
O  -2.9401  12.0322  25.9728
O  -0.3018  13.9646  31.0513
O  -9.3593  21.2308  27.1609
O  10.1806  3.5343  22.4118
O  2.4603  3.6579  23.9948
O  10.1776  4.7959  19.9325
O  0.0172  -4.1822  24.8892
O  -0.7873  -0.491  25.9834
O  -5.8205  6.9158  29.1461
O  0.6571  6.9871  27.5042
O  0.8259  3.6763  28.4477
O  7.4882  -3.6252  28.2016
O  1.9999  -0.8478  30.2829
O  4.0717  6.4746  31.5534
O  4.699  -1.8917  19.4401
O  13.6333  16.3253  27.7776
O  5.9821  4.6621  32.1565
O  6.9973  7.8284  23.5313
O  4.3024  8.9393  30.5998
O  -5.746  3.0258  30.3943
O  -6.3466  4.217  25.6118
O  -1.7223  3.1651  28.0459
O  -2.7444  9.9433  24.4145
O  9.6206  4.4086  32.948
O  2.4896  18.1619  29.561
O  14.4496  -0.7631  25.5444
O  2.6328  2.9852  26.6587
O  8.5497  7.6941  25.637
O  12.394  4.2367  21.4171
O  6.827  5.0762  29.686
O  7.8605  3.2123  31.1634
O  2.3016  2.4463  30.4159
O  15.1994  7.2621  24.2164
O  -1.6614  1.8086  32.8984
O  1.9668  -1.1539  32.9654
O  3.6427  -8.1682  32.5842
O  6.7743  -1.5449  32.8648
O  0.1055  12.6533  26.7243
O  0.0579  12.2614  29.2634
O  -1.897  3.493  25.4372
O  -6.7372  0.6728  30.7463
O  -4.8119  6.9112  33.25
O  4.0362  1.3707  36.0254
O  8.1486  0.0386  34.4604
O  1.5089  15.1584  32.9309
O  11.5546  11.632  31.7396
O  2.9801  -2.7814  27.1153
H  0.4929  2.1765  44.1214
H  2.149  0.5456  44.1214
H  4.8584  3.2703  44.1088
H  3.2147  4.9139  44.1088
H  0.5133  7.6488  44.1559
H  2.1476  5.9962  44.1559
H  3.2441  10.3501  44.1408
H  4.8838  8.7027  44.1408
H  5.9527  2.1856  44.1584
H  7.5969  0.5427  44.1584
H  10.3071  3.2656  44.1474
H  8.6723  4.9177  44.1474
H  5.9509  7.639  44.0942
H  7.5945  5.9955  44.0942
H  8.6617  10.3609  44.109
H  10.3139  8.726  44.109
H  -0.8376  3.541  6.0018
H  0.7885  1.8802  6.0018
H  1.8618  0.8234  6.0002
H  3.5202  -0.8052  6.0002
H  0.7887  7.375  5.9999
H  -0.8565  9.0169  5.9999
H  1.8773  6.2743  5.9992
H  3.5094  4.6194  5.9992
H  6.2274  1.9156  5.9877
H  4.5767  3.5521  5.9877
H  7.3246  0.8194  6.0122
H  8.9709  -0.8213  6.0122
H  4.6081  8.9818  5.9902
H  6.2545  7.3412  5.9902
H  7.3093  6.2862  5.9892
H  8.9526  4.6425  5.9892

Results
free energy: -163608.537 eV
free energy less fixed offsets of H -15.71, O -570.45, Si -639.56 eV per atom: 3.063 eV

Forces (eV/angstrom), in the order of the atoms: element, x, y, z
Si  -0.0028  0.0056  0.043
Si  0.0044  -0.0082  0.0514
Si  -0.0088  -0.0021  0.0446
Si  0.0021  0.0056  0.0524
Si  -0.0009  0.008  0.0436
Si  -0.0023  -0.004  0.0463
Si  0.0014  -0.0043  0.0109
Si  0.0007  0.0025  0.0284
Si  0.0003  -0.0027  -0.0163
Si  0.0029  -0.0012  -0.0169
Si  0.0002  0.0009  -0.0204
Si  -0.0029  0.0019  -0.0128
Si  -0.0024  0.0035  -0.0134
Si  -0.0044  0.0003  -0.0233
Si  0.0062  0.0013  -0.0079
Si  0  0.0008  -0.0172
Si  -0.0009  0.0066  0.0065
Si  0.0073  -0.001  0.0044
Si  -0.0014  -0.0031  0.0103
Si  0.0006  0.0014  0.0114
Si  0.0044  0.0012  0.0071
Si  -0.0124  0.0025  0.0104
Si  -0.0057  0.0072  0.0176
Si  -0.0057  -0.0032  0.0131
Si  0.001  -0.0116  0.0139
Si  -0.0062  0.0006  0.01
Si  0.018  0.0026  0.0196
Si  0.0008  -0.0046  0.0206
Si  -0.0045  -0.0075  0.0102
Si  0.0015  0.0076  0.0228
Si  0.0146  0.0023  0.016
Si  0.0015  0.0042  0.0201
Si  -0.0212  0.0057  0.1804
Si  0.0148  0.0082  0.1613
Si  -0.0051  -0.0038  0.2055
Si  -0.0105  0.0136  0.1844
Si  -0.0297  0.0137  0.1983
Si  0.0024  0.0019  0.1916
Si  0.0004  0.0056  0.1665
Si  -0.0265  0.003  0.1719
Si  -0.0318  0.1117  0.3142
Si  -0.0945  -0.0107  0.2525
Si  0.0129  0.0366  0.3858
Si  0.0165  -0.0251  0.3271
Si  -0.0181  0.1029  0.392
Si  -0.1082  0.0568  0.3503
Si  -0.0514  0.0818  0.2042
Si  -0.0454  0.0485  0.2587
Si  0.0629  -0.0988  -0.3162
Si  0.0208  -0.0119  -0.2415
Si  0.0315  -0.0627  -0.2883
Si  -0.0188  -0.0098  -0.3439
Si  0.0849  -0.0995  -0.3466
Si  0.0408  -0.038  -0.2941
Si  -0.0131  -0.0088  -0.3408
Si  0.1219  -0.0764  -0.3
Si  -0.0095  0.016  -0.1804
Si  0.0202  -0.0269  -0.1823
Si  0.0035  0.0017  -0.1726
Si  -0.0356  0.0349  -0.1754
Si  0.0528  -0.0465  -0.19
Si  0.0141  -0.0116  -0.1783
Si  -0.0137  0.0214  -0.1668
Si  0.0282  -0.0296  -0.1693
Si  -0.0119  -0.0081  -0.0095
Si  -0.0085  0.0015  -0.0353
Si  -0.0084  0.0073  -0.0076
Si  0.003  -0.0024  -0.0179
Si  -0.0034  -0.0027  -0.006
Si  -0.0097  0.0098  -0.0192
Si  -0.0037  0.0047  -0.0239
Si  0.0019  0.0019  -0.0184
Si  -0.007  -0.0105  -0.0065
Si  0.0038  0.0095  -0.01
Si  -0.0125  -0.0006  -0.006
Si  0.0044  -0.0021  -0.007
Si  0  -0.009  -0.0066
Si  0.0057  0.0082  -0.0074
Si  -0.0007  0.0033  -0.0072
Si  0.0059  0.0022  -0.0071
Si  -0.0046  0.0035  0.012
Si  -0.0018  -0.0055  0.0095
Si  -0.0008  -0.0017  0.0108
Si  -0.0024  0.0048  0.0119
Si  0.0049  -0.0028  0.0093
Si  -0.0028  -0.0002  0.015
Si  0.0025  0.0035  0.0125
Si  0.002  -0.0025  0.0089
Si  -0.011  0.0103  0.0313
Si  0.0087  -0.0077  0.0281
Si  -0.0169  0.0082  0.0181
Si  0.0106  -0.008  0.0311
Si  -0.0093  0.0101  0.0205
Si  0.0091  -0.0092  0.0142
Si  -0.0048  0.0033  0.0292
Si  0.0046  -0.0034  0.0277
Si  -0.0089  0.0024  0.0521
Si  -0.0086  0.0062  0.0842
Si  -0.0045  -0.0077  0.0657
Si  -0.0044  -0.0166  0.0539
Si  -0.0129  -0.0044  0.0872
Si  0.0051  -0.0009  0.0867
Si  -0.0006  0.006  0.0532
Si  0.0076  0.0065  0.078
Si  0.008  -0.001  0.0532
Si  -0.0117  0.0024  0.0726
Si  -0.0012  -0.005  0.0729
Si  -0.0091  0.0028  0.0588
Si  0.0085  -0.0024  0.0747
Si  0.0002  -0.0089  0.0582
Si  0.0143  0.0014  0.0533
Si  0.0013  -0.0127  0.0851
Si  -0.0131  -0.0042  0.0801
Si  0.0162  0.0083  0.0768
Si  0.0098  -0.0061  0.0688
Si  -0.0045  0.0065  0.0793
Si  0.0025  0.0005  0.0688
Si  -0.0115  -0.0073  0.101
Si  0.0022  0  0.0835
Si  0.0037  -0.0054  0.0536
Si  0.0066  -0.0101  0.072
Si  -0.0041  0.0124  0.0677
Si  -0.0085  0.0076  0.053
Si  0.0076  -0.0095  0.0779
Si  -0.003  -0.0136  0.0798
Si  -0.0009  -0.0063  0.0792
Si  -0.0067  0.0018  0.0748
Si  0.0095  -0.003  0.0616
Si  0.0121  0.0073  0.0642
Si  -0.0114  0.0063  0.0782
Si  0.0076  0.0133  0.06
Si  -0.0052  0.0074  0.0673
Si  -0.0086  -0.0164  0.0766
Si  0.0012  -0.0003  0.0732
Si  -0.002  -0.0046  0.07
Si  0.008  0.0225  0.0799
Si  0.0171  0.0073  0.0686
Si  0.0096  -0.0098  0.0886
Si  -0.0052  0.0102  0.0726
Si  0.0016  -0.0084  0.0628
Si  0.0164  -0.0005  0.0613
Si  -0.0006  0.015  0.0699
Si  -0.0004  0.0049  0.0688
Si  0.0113  -0.0037  0.0781
Si  0.0139  -0.0069  0.0709
Si  0.0048  0.0063  0.0963
Si  -0.0172  -0.0031  0.0801
Si  0.0057  -0.0048  0.0615
O  -0.0135  0.0104  -0.0324
O  0.0056  -0.0178  -0.0323
O  -0.0096  0.009  -0.0455
O  -0.0015  0.0183  -0.0624
O  0.0106  0.0094  -0.0342
O  0.0141  -0.0128  -0.038
O  -0.0123  0.0105  -0.0389
O  -0.0107  -0.0067  -0.0335
O  -0.0095  -0.0019  -0.0228
O  0.0046  0.0133  -0.028
O  -0.0011  0.0054  -0.0233
O  0.0114  -0.011  -0.0482
O  0.0031  0.0035  -0.0203
O  -0.0075  -0.0009  -0.0086
O  0.0062  -0.0062  -0.0506
O  0.0054  0.0026  -0.0155
O  0.014  -0.0184  -0.0448
O  0.0005  0.0031  -0.0208
O  -0.0138  0.0072  -0.05
O  -0.0255  0.0085  -0.0621
O  0.0016  -0.0021  -0.0256
O  0.02  -0.0047  -0.0336
O  -0.0094  -0.0067  -0.0395
O  -0.0008  -0.0022  -0.0306
O  0.0078  -0.0167  -0.048
O  0.0117  -0.0174  -0.0467
O  -0.0036  -0.0063  -0.0447
O  -0.0016  0.0046  -0.0155
O  0.0025  -0.0005  -0.0255
O  0.0008  0.0095  -0.0311
O  0.0151  -0.0155  -0.0395
O  0.009  0.0101  -0.0323
O  -0.0028  0.005  -0.0246
O  0.0072  -0.008  -0.028
O  -0.0081  -0.0053  -0.0349
O  -0.0188  0.0118  -0.0401
O  -0.0009  0.0004  -0.0195
O  -0.0133  -0.0105  -0.0341
O  -0.0052  0.0166  -0.0298
O  -0.0033  -0.0022  -0.0583
O  -0.016  0.0075  -0.0282
O  0.0031  -0.0131  -0.0304
O  0.0037  -0.0065  -0.0271
O  0.0024  -0.0103  -0.029
O  0.0181  -0.004  -0.0523
O  0.0175  0.0195  -0.0504
O  -0.0093  0.0142  -0.0354
O  -0.0002  0.0116  -0.0241
O  0.0022  0.0086  -0.0698
O  -0.0115  0.0014  -0.029
O  0.0025  0.0047  -0.0207
O  -0.0107  -0.0056  -0.0252
O  -0.0013  -0.0052  -0.0225
O  0.0126  0.0212  -0.0541
O  0.004  0.0079  -0.0342
O  -0.0103  -0.0024  -0.0336
O  -0.0026  -0.024  -0.0451
O  -0.0079  0.0041  -0.0265
O  0.0134  -0.0038  -0.021
O  0.0066  -0.0094  -0.0352
O  0.0005  -0.0071  -0.0173
O  -0.003  0.0083  -0.0225
O  0.0089  -0.0004  -0.0262
O  -0.002  0.0026  -0.0575
O  0.0027  0.0026  -0.0264
O  -0.0102  -0.0049  -0.0743
O  -0.0212  -0.0069  -0.0467
O  -0.0103  -0.015  -0.0636
O  0.009  0.0105  -0.058
O  0.0028  -0.0008  -0.0284
O  0.014  0.0031  -0.0379
O  -0.0061  0.0055  -0.0274
O  0.0029  0.0037  -0.0198
O  -0.0012  0.0065  -0.0247
O  0.0159  -0.0097  -0.0417
O  -0.0095  0.0064  -0.0271
O  0.0021  0.0054  -0.0378
O  -0.0063  0.0098  -0.0529
O  -0.017  -0.0029  -0.0612
O  0.003  0.0139  -0.06
O  -0.0081  -0.0036  -0.0171
O  0.0021  0.0016  -0.0407
O  -0.0168  -0.0068  -0.0337
O  0.0066  0.0102  -0.0424
O  0.014  0.02  -0.0592
O  0.0205  0.0003  -0.0435
O  -0.0092  0.0188  -0.0463
O  0.0056  0.0102  -0.0266
O  -0.0046  -0.0118  -0.0327
O  0.0086  -0.0091  -0.0337
O  0.0008  -0.0001  -0.0167
O  -0.0014  -0.0003  -0.0283
O  -0.0002  0.0005  -0.0172
O  -0.0036  -0.0011  -0.0213
O  -0.0111  0.0116  -0.0353
O  0  -0.0072  -0.0409
O  -0.0105  -0.0102  -0.0315
O  -0.0173  -0.0065  -0.0475
O  0.0025  0.0142  -0.0454
O  0.0126  -0.008  -0.0407
O  0.0069  0.004  -0.0414
O  -0.0122  0.003  -0.0375
O  0.0051  0.0176  -0.0312
O  -0.0188  0.005  -0.0272
O  -0.009  -0.0004  -0.0205
O  -0.0204  -0.0012  -0.0322
O  0.0062  0.0177  -0.0489
O  -0.0035  0.0127  -0.0536
O  0.0097  -0.0176  -0.0486
O  -0.0021  -0.0175  -0.0404
O  0.0038  -0.0164  -0.0434
O  -0.0121  0.0049  -0.0593
O  -0.0037  -0.0132  -0.0362
O  -0.0013  -0.0156  -0.0239
O  -0.0028  -0.005  -0.0291
O  -0.0051  0.0028  -0.0295
O  -0.0002  -0.0007  -0.0267
O  0.0007  -0.0032  -0.0268
O  0.0009  0.012  -0.0291
O  -0.0012  0.0076  -0.0325
H  0.2709  -0.3391  -0.2561
H  -0.3237  0.2292  -0.3002
H  -0.2813  0.2582  -0.3057
H  0.2872  -0.3281  -0.2708
H  0.3084  -0.2916  -0.2413
H  -0.2559  0.3469  -0.2527
H  0.313  -0.2548  -0.263
H  -0.352  0.2871  -0.2418
H  0.3284  -0.2336  -0.2414
H  -0.3331  0.3115  -0.2497
H  -0.2139  0.3682  -0.2709
H  0.2713  -0.3386  -0.2211
H  0.3724  -0.2634  -0.2684
H  -0.2545  0.3051  -0.3161
H  0.3485  -0.2968  -0.2759
H  -0.2529  0.3146  -0.3065
H  0.253  -0.2665  0.303
H  -0.3937  0.2631  0.2253
H  0.3384  -0.2868  0.2651
H  -0.2602  0.2934  0.2815
H  -0.2539  0.2813  0.2716
H  0.3416  -0.3487  0.2596
H  0.1986  -0.3402  0.2748
H  -0.2831  0.3648  0.2464
H  -0.3601  0.1895  0.2367
H  0.3383  -0.2868  0.276
H  0.2617  -0.2452  0.303
H  -0.3845  0.3286  0.2358
H  0.2724  -0.2736  0.2764
H  -0.3467  0.3385  0.252
H  0.2827  -0.3818  0.2775
H  -0.2494  0.302  0.2491

The program warned: the cutoff lies below the one the program advises for these potential files; the forces do not sum to zero within the program's tolerance; empty levels may hold ghost states of the PAW files; the exchange-correlation potential is rough where the density is thin.
